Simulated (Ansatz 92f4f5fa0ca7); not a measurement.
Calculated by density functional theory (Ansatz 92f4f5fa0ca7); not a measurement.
Periodic cell of 213 atoms, Si129O80P4, from a study of silicon, its oxide and their interface. The atomic structure is a simulated model.

Settings
functional: PBE
potential files: Ansatz PAW
basis: plane waves
wave-function cutoff: 700 eV
density cutoff ratio: 5
exchange-correlation grid ratio: 1
k mesh: 2 x 2 x 1, shifted by 0.5 0.5 0.5 of a step
self-consistency stop: 5e-08 eV per atom in the density residual
occupations: fixed
spin: none
net charge: 0

Cell vectors (angstrom)
a	10.938	0	0
b	0	10.938	0
c	0	0	31.2602

Atoms: element, x, y, z (angstrom)
Si	0.2459	10.5659	24.0375
P	4.9102	0.5334	23.8421
P	3.2147	2.1356	23.8358
Si	7.7941	2.8747	23.9091
Si	10.5276	5.8261	23.8619
Si	6.0345	4.6901	23.7648
Si	1.9912	8.8785	23.6588
Si	8.6331	7.5552	23.8347
Si	1.4669	1.3186	25.1728
Si	6.6402	1.3157	25.2226
Si	4.1391	3.9183	25.039
Si	9.5208	4.0522	25.094
Si	1.3298	6.9359	25.0197
Si	6.8396	6.6083	25.051
Si	3.9747	9.6474	24.9523
Si	9.5129	9.3946	25.1782
Si	2.7501	-0.0507	26.5381
Si	8.1661	-0.0438	26.447
Si	0.0309	2.7312	26.437
Si	5.4463	2.7544	26.5815
Si	2.747	5.4608	26.345
Si	8.2218	5.4189	26.5289
Si	0.0187	8.1715	26.5488
Si	5.4522	8.1827	26.3225
Si	4.1018	1.3673	27.842
Si	9.5708	1.3673	27.842
Si	1.3673	4.1018	27.842
Si	6.8362	4.1018	27.842
Si	4.1018	6.8362	27.842
Si	9.5708	6.8362	27.842
Si	1.3673	9.5708	27.842
Si	6.8362	9.5708	27.842
Si	0	0	29.2092
Si	5.469	0	29.2092
Si	2.7345	2.7345	29.2092
Si	8.2035	2.7345	29.2092
Si	0	5.469	29.2092
Si	5.469	5.469	29.2092
Si	2.7345	8.2035	29.2092
Si	8.2035	8.2035	29.2092
Si	1.3673	1.3673	30.5765
Si	6.8362	1.3673	30.5765
Si	4.1018	4.1018	30.5765
Si	9.5708	4.1018	30.5765
Si	1.3673	6.8362	30.5765
Si	6.8362	6.8362	30.5765
Si	4.1018	9.5708	30.5765
Si	9.5708	9.5708	30.5765
Si	2.7345	0	0.6835
Si	8.2035	0	0.6835
Si	0	2.7345	0.6835
Si	5.469	2.7345	0.6835
Si	2.7345	5.469	0.6835
Si	8.2035	5.469	0.6835
Si	0	8.2035	0.6835
Si	5.469	8.2035	0.6835
Si	4.1018	1.3673	2.0507
Si	9.5708	1.3673	2.0507
Si	1.3673	4.1018	2.0507
Si	6.8362	4.1018	2.0507
Si	4.1018	6.8362	2.0507
Si	9.5708	6.8362	2.0507
Si	1.3673	9.5708	2.0507
Si	6.8362	9.5708	2.0507
Si	0	0	3.418
Si	5.469	0	3.418
Si	2.7345	2.7345	3.418
Si	8.2035	2.7345	3.418
Si	0	5.469	3.418
Si	5.469	5.469	3.418
Si	2.7345	8.2035	3.418
Si	8.2035	8.2035	3.418
Si	1.4076	1.4073	4.8096
Si	6.8456	1.4404	4.7809
Si	4.0776	4.082	4.7485
Si	9.5332	4.0974	4.8157
Si	1.3828	6.9376	4.7733
Si	6.8767	6.8854	4.7917
Si	4.0425	9.5586	4.8256
Si	9.546	9.5436	4.7993
Si	2.7555	0.0668	6.2687
Si	8.19	0.0298	6.1263
Si	0.084	2.8344	6.1817
Si	5.4982	2.8685	6.1646
Si	2.8529	5.5921	6.0342
Si	8.1763	5.5083	6.2097
Si	0.0395	8.2766	6.2407
Si	5.4706	8.1958	6.1626
Si	4.6062	1.0651	7.4897
Si	10.0238	1.0002	7.3281
Si	1.1224	4.7028	7.3874
P	6.3147	4.6952	7.4364
P	4.6294	6.3704	7.3924
Si	10.0678	6.4431	7.4896
Si	0.8721	10.1868	7.5721
Si	6.3294	10.1109	7.4114
O	9.6253	7.1301	8.9402
O	2.0962	4.3352	8.6929
O	4.2552	1.657	9.0153
O	6.7715	9.6513	8.936
O	9.449	1.5527	8.7685
O	1.141	9.9846	9.2163
O	5.6634	5.0512	22.1887
O	8.3497	2.0032	22.5865
O	7.9208	7.9551	22.385
O	0.4025	5.1682	22.5306
O	10.3779	0.1707	22.6919
O	1.9518	8.7236	21.9846
Si	9.044	1.6142	10.3257
Si	5.4019	8.8209	16.6025
Si	2.45	4.3288	10.2824
Si	6.4844	0.2272	15.4084
Si	6.9052	7.7245	14.2199
Si	3.5563	1.6309	10.5014
Si	9.9588	7.3414	19.5561
Si	9.5603	1.1363	18.9057
Si	0.4827	2.8641	14.6164
Si	2.8824	4.6626	19.2441
Si	8.7715	4.1348	14.6372
Si	0.5055	8.449	15.749
Si	0.7295	10.1181	18.165
Si	7.2823	9.8705	10.4579
Si	3.8406	5.115	16.3384
Si	1.9496	8.6521	20.3507
Si	-0.0306	0.6004	12.5291
Si	9.0733	0.7142	21.8854
Si	4.9146	2.3681	16.7537
Si	5.083	7.8808	19.6572
Si	0.342	5.1275	20.9125
Si	1.8528	9.9013	10.6996
Si	9.2315	7.2628	10.5177
Si	7.2828	3.2391	18.6523
Si	8.1433	4.4149	11.5388
Si	9.4252	5.3141	17.3425
Si	1.2549	6.9999	11.5523
Si	5.3021	9.6334	12.8647
Si	5.5707	4.8574	20.5827
Si	3.0932	9.7285	14.6639
Si	5.0062	3.8515	11.8549
Si	1.4009	5.9141	14.4901
Si	7.7068	8.9154	21.088
Si	9.0108	9.9115	14.4886
Si	6.0561	4.9411	14.5014
Si	2.3944	1.1655	16.3371
Si	0.4152	3.4432	18.6864
O	9.7269	1.2025	20.4993
O	5.9285	9.9179	11.3942
O	3.9592	4.6779	10.8736
O	3.4623	5.4555	17.9068
O	8.1947	8.6469	13.8245
O	5.6793	8.0983	13.2277
O	4.0021	3.5236	16.0548
O	8.8997	4.3497	13.0042
O	4.0115	8.8734	15.7324
O	1.6838	10.056	19.5185
O	5.5856	6.3434	19.899
O	8.3053	8.609	10.7686
O	8.4579	5.8843	10.9162
O	8.0536	1.7702	18.6193
O	9.9683	6.044	20.5429
O	3.4829	8.0976	20.0214
O	7.9792	10.463	21.5618
O	1.6675	6.7212	13.1029
O	8.2385	4.376	17.9792
O	2.9808	0.3738	15.0315
O	3.0967	11.0022	10.7038
O	5.9483	10.3484	16.7223
O	7.9619	0.4176	10.6395
O	6.1627	8.8093	20.506
O	3.7133	1.4028	17.2941
O	4.6498	2.2425	11.6068
O	1.3898	0.2419	17.1637
O	5.3162	5.6133	15.8125
O	8.0989	0.0414	15.3349
O	7.0417	6.1336	13.9285
O	6.531	4.2332	11.4884
O	0.9434	10.3698	11.9655
O	0.8205	8.6953	17.3356
O	8.8153	8.428	19.976
O	0.8429	4.4083	14.1632
O	5.8868	1.7041	15.635
O	2.2862	2.7029	10.6248
O	10.6054	7.3929	11.4044
O	3.6851	9.6899	13.1268
O	0.7008	1.7329	13.4541
O	10.3505	1.3761	11.2344
O	9.7155	10.7776	13.3212
O	1.4842	5.5362	10.8305
O	5.9489	10.6587	13.955
O	5.2004	8.1917	18.0656
O	8.6172	3.1585	10.61
O	1.4836	2.4387	15.8344
O	7.1798	3.8007	14.8838
O	4.9376	4.3509	13.435
O	2.0479	3.3709	18.6707
O	10.6347	2.1073	18.1767
O	5.8561	3.0111	17.8993
O	4.1286	4.1884	20.174
O	9.8146	2.9075	15.002
O	1.6143	9.0833	14.7369
O	9.1498	5.3382	15.7206
O	1.8142	5.5053	20.2072
O	6.8062	3.8812	20.0973
O	10.0884	10.5804	18.425
O	10.9162	3.6788	20.2555
O	10.0599	9.2467	15.5109
O	0.4077	6.8574	15.3998
O	10.8884	4.6475	17.6825
O	6.5632	8.0119	15.7871
O	2.1322	8.2776	10.9501
O	0.5596	7.8845	19.8394
O	2.7636	5.7877	15.3517
O	9.5168	6.8069	18.0464

Results
free energy: -130539.861 eV
free energy less fixed offsets of O -569.03, P -756.45, Si -635.61 eV per atom: 2.029 eV

Forces (eV/angstrom), in the order of the atoms: element, x, y, z
Si	0.0204	-0.0331	-0.0575
P	0.0163	-0.0067	-0.0419
P	0.0023	0.0282	-0.0167
Si	-0.0281	0.011	-0.0595
Si	-0.0031	0.0176	-0.0536
Si	0.0496	-0.0345	-0.0542
Si	-0.0489	0.0467	-0.0486
Si	0.0132	-0.0195	-0.0534
Si	0.0745	0.0342	-0.03
Si	-0.0862	-0.0388	-0.0252
Si	-0.021	-0.0667	-0.0016
Si	-0.0285	0.0076	-0.0143
Si	-0.006	0.0281	-0.0085
Si	0.0099	-0.0098	0.0015
Si	-0.0069	0.0526	0.0174
Si	0.0092	-0.0196	-0.0282
Si	-0.0053	-0.0339	0.0168
Si	0.0014	-0.0029	0.0658
Si	0.0078	0.0047	0.0688
Si	0.0158	0.0304	0.0192
Si	0.0137	-0.0079	0.0638
Si	-0.0024	0.0036	-0.0325
Si	0.013	-0.0097	-0.026
Si	-0.0144	0.019	0.0453
Si	-0.154	-0.2157	0.5685
Si	-0.0168	-0.1102	-0.5426
Si	0.1191	0.2344	-0.5308
Si	0.1321	0.0174	0.7177
Si	-0.0062	-0.0309	-0.8887
Si	0.0131	-0.3006	0.4569
Si	-0.0969	-0.1297	0.5913
Si	-0.3584	-0.3729	-0.4286
Si	-0.0096	-0.0669	0.006
Si	-0.088	-0.0168	0.0096
Si	-0.0161	-0.0747	-0.0194
Si	-0.0808	0.0349	0.0119
Si	-0.0554	0.0327	0.0209
Si	0.1065	0.0229	-0.0148
Si	-0.11	-0.0132	-0.0071
Si	-0.0641	-0.0868	-0.0369
Si	-0.0163	0.0919	0.0041
Si	0.1016	-0.0408	-0.0076
Si	-0.0405	0.0062	-0.0069
Si	0.0631	-0.0681	-0.0023
Si	0.0578	-0.0225	-0.0023
Si	0.0078	0.0416	0.0098
Si	0.038	-0.0272	-0.0042
Si	-0.0323	0.0286	-0.0024
Si	-0.0424	-0.0091	-0.0197
Si	-0.0426	0.018	0.0126
Si	-0.0463	0.0018	0.01
Si	0.0206	-0.0197	-0.0003
Si	-0.0403	0.0172	0.0167
Si	-0.0082	-0.0263	-0.0134
Si	-0.0001	-0.0068	-0.001
Si	-0.0195	0.0133	0.0119
Si	-0.0519	0.0161	-0.0106
Si	0.0153	0.0409	0.0486
Si	0.053	-0.0606	0.0437
Si	0.0912	0.0529	0.0023
Si	0.0321	0.0453	0.0391
Si	-0.0135	0.0519	-0.0108
Si	0.1028	0.0201	-0.0095
Si	0.0832	-0.0157	0.0474
Si	0.0477	0.063	0.466
Si	-0.1507	0.0665	0.509
Si	-0.0319	-0.1317	-0.4231
Si	0.1643	0.1597	-0.326
Si	-0.068	0.1651	0.4696
Si	0.1975	0.1073	0.2757
Si	0.0406	0.417	-0.5476
Si	0.1804	0.0519	-0.35
Si	-0.0012	-0.0025	-0.0048
Si	-0.0068	0.0083	0.0255
Si	-0.0053	-0.0024	-0.0651
Si	-0.0243	0.0075	0.0104
Si	-0.0025	-0.0062	0.0276
Si	0.0005	0.0065	-0.0362
Si	-0.0037	-0.001	0.0128
Si	0.0098	-0.0008	-0.0209
Si	-0.0163	-0.0065	0.0278
Si	0.0072	-0.0038	0.041
Si	0.0072	-0.0086	0.0358
Si	0.0814	0.0582	0.0623
Si	0.0771	0.0817	0.0344
Si	-0.0514	-0.0547	0.0448
Si	0.0154	0.0136	0.028
Si	-0.0439	-0.0589	0.0462
Si	0.0187	-0.0129	-0.0113
Si	0.0071	-0.0228	-0.0269
Si	0.0013	0.0127	-0.0144
P	-0.0366	0.0174	-0.0978
P	0.0148	-0.0212	-0.0762
Si	0.0064	-0.0078	-0.0114
Si	-0.0159	0.0198	-0.019
Si	-0.0265	0.0136	-0.0298
O	0.0159	-0.0132	0.0236
O	-0.0366	0.0041	0.0057
O	-0.0028	-0.0205	0.0114
O	-0.0026	0.0299	0.0147
O	0.0091	-0.0179	0.0197
O	0.008	0.0037	0.0039
O	0.0041	-0.004	-0.0008
O	0.0161	-0.0047	0.0209
O	0.0179	0.0074	0.0035
O	-0.0214	0.0145	0.0014
O	-0.0136	0.0046	0.0228
O	-0.0008	-0.0068	0.01
Si	0.0041	-0.0049	-0.0103
Si	0.0005	-0.0042	0.0035
Si	0.0036	0.0001	-0.0047
Si	0.003	0.0061	0.0003
Si	0.0034	-0.0021	-0.0047
Si	0.0072	0.0051	0.0041
Si	-0.0037	-0.0075	-0.0103
Si	-0.0037	-0.0035	-0.0022
Si	0.0006	-0.0019	-0.0025
Si	0.0048	-0.0002	-0.001
Si	0.0008	-0.0016	-0.0033
Si	-0.0015	-0.0036	0.0034
Si	0.0011	-0.0019	0.0049
Si	-0.0069	-0.0069	-0.0003
Si	0.0026	0.0063	-0.0004
Si	0.003	0.0057	-0.0069
Si	0.0029	-0.0004	0.0002
Si	-0.0038	-0.01	-0.0113
Si	-0.0023	-0.0015	-0.0004
Si	0.0057	0.002	-0.004
Si	0.0005	-0.0033	0.0007
Si	-0.0004	0.0003	0.0003
Si	0.0052	0.0018	0.0039
Si	-0.0029	-0.0027	-0.0001
Si	-0.0003	-0.0051	0.0027
Si	-0.0012	0.0039	-0.0043
Si	-0.006	0.0043	0.0105
Si	-0.0032	-0.0005	-0.0089
Si	-0.0035	-0.0036	-0.0081
Si	0.0006	0.0016	-0.0083
Si	0.0003	0.0021	0.0012
Si	-0.002	0.0029	-0.0032
Si	0.0023	0.0147	0.0099
Si	-0.0007	0.0027	-0.0016
Si	-0.0019	-0.0006	-0.0017
Si	0.0038	0.0021	-0.0009
Si	0.0046	-0.0021	-0.0017
O	-0.0131	-0.0049	-0.0126
O	0.0124	-0.0045	0.0084
O	-0.0018	-0.0234	0.0121
O	-0.0064	-0.0247	-0.007
O	-0.0139	0.0048	0.0158
O	0.017	0.0304	0.0167
O	-0.0032	0.0086	0.0163
O	-0.01	-0.0065	-0.0008
O	0.015	0.0201	-0.0081
O	0.0008	-0.0038	-0.0155
O	-0.01	-0.0015	0.012
O	-0.0011	-0.0061	-0.0022
O	0.019	0.007	-0.005
O	0.0084	0.0222	-0.0046
O	-0.0071	0.0015	-0.0087
O	0.0006	0.0068	0.0033
O	0.0225	-0.0075	-0.0037
O	-0.0116	-0.0105	0.0003
O	0.0129	-0.0061	-0.0021
O	-0.0095	-0.0144	0.0192
O	-0.0208	0.0057	-0.0112
O	0.0007	-0.0209	-0.0178
O	0.0246	-0.0034	-0.0082
O	0.0072	-0.025	-0.0186
O	0.0088	-0.0121	-0.0098
O	-0.0089	0.0246	-0.0225
O	0.003	-0.0004	0.0025
O	0.0039	0.0043	-0.0202
O	-0.0084	-0.0175	-0.0045
O	-0.0081	0.003	0.0155
O	-0.0096	0.0011	-0.0024
O	-0.0014	0.0042	-0.0058
O	0.0014	0.0087	-0.0055
O	-0.0035	-0.0073	0.0228
O	0.0016	0.0034	0.0192
O	-0.0141	0.0044	0.0165
O	0.0174	-0.0156	0.0074
O	0.0059	-0.0093	-0.0167
O	0.0014	0.0009	0.0351
O	-0.0179	-0.0056	0.0099
O	-0.0103	-0.0117	0.0059
O	0.0075	-0.0026	0.0053
O	0.0053	0.0094	0.0071
O	-0.0112	-0.014	-0.0002
O	0.0022	0.0059	0.003
O	-0.0065	0.0131	0.0101
O	-0.0006	0.0016	-0.0231
O	0.0062	0.0125	-0.0052
O	0.011	0.0057	0.0091
O	-0.0185	0.0341	0.0158
O	-0.0047	0.0114	0.0199
O	0.0006	-0.0105	-0.0148
O	0.0061	0.0268	-0.0107
O	0.0102	0.0237	-0.0154
O	-0.0015	0.0095	0.0188
O	0.006	-0.0257	0.0199
O	-0.0021	-0.0221	-0.0012
O	-0.0196	0.0204	0.0027
O	0.0206	0.0058	-0.0036
O	0.0131	0.0131	-0.0214
O	0.0026	0.0008	-0.0177
O	0.0113	0.0122	-0.0043
O	-0.0189	-0.0108	0.013
O	-0.0186	0.0051	-0.0191
O	-0.0186	-0.0038	-0.002
O	0.0027	0.0065	0.0037
O	-0.0034	-0.0165	0.0028
O	0.0022	-0.0182	0.0174

The program warned: the cutoff lies below the one the program advises for these potential files; the forces do not sum to zero within the program's tolerance; the exchange-correlation potential is rough where the density is thin.
